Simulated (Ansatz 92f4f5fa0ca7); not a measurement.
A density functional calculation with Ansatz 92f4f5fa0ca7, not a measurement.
Periodic cell of 171 atoms, Si99O72, from a study of silicon, its oxide and their interface. The atomic structure is a simulated model.

Settings: functional PBE; potential files Ansatz PAW; basis plane waves; wave-function cutoff 700 eV; density cutoff ratio 5; exchange-correlation grid ratio 2; k mesh 2 x 2 x 1, shifted by 0.5 0.5 0.5 of a step; self-consistency stop 5e-08 eV per atom in the density residual; occupations Fermi-Dirac, 0.05 eV; spin none; net charge 0.

Cell vectors (angstrom)
a	11.5983	0	0
b	0	11.5983	0
c	-2.6454	-4.5571	21.446

Atoms: element, x, y, z (angstrom)
Si	0.6394	1.2895	0.4409
Si	0.8145	4.418	0.184
Si	1.0736	8.9492	-0.4184
Si	4.5802	0.8752	0.189
Si	4.5259	5.3939	-0.7868
Si	4.9197	9.4522	-0.0102
Si	8.5224	1.4061	0.2256
Si	8.6367	4.5804	-0.4191
Si	8.4647	9.8188	-0.2401
Si	2.6986	1.0624	1.546
Si	2.8778	5.0528	1.0872
Si	2.8641	9.0241	1.1412
Si	6.5316	1.389	1.4318
Si	6.5778	5.3121	0.757
Si	6.7792	9.2525	1.353
Si	10.3279	1.2866	1.6965
Si	10.3968	5.0687	1.2036
Si	10.5526	9.1061	0.8742
Si	2.819	3.183	2.5836
Si	2.8143	7.0728	2.4646
Si	2.773	10.7356	2.7833
Si	6.5264	3.4649	2.481
Si	6.7157	7.1593	2.4154
Si	6.6494	11.0307	2.8019
Si	10.4186	3.3184	2.7683
Si	10.4661	7.1806	2.3859
Si	10.4997	10.7868	2.6671
Si	0.8569	3.272	3.9648
Si	0.824	7.1411	3.8459
Si	0.8111	10.8132	4.0738
Si	4.6987	3.2964	3.9576
Si	4.7535	7.1834	3.8537
Si	4.7053	10.859	4.1187
Si	8.4229	3.3596	3.9572
Si	8.5857	7.1869	3.8832
Si	8.5995	10.8839	4.0959
Si	0.8596	1.2808	5.2314
Si	0.802	5.2462	5.2558
Si	0.8105	8.9347	5.524
Si	4.7141	1.309	5.2382
Si	4.6745	5.2741	5.2231
Si	4.7164	8.9603	5.5362
Si	8.5333	1.355	5.1945
Si	8.525	5.2949	5.2809
Si	8.5675	8.9755	5.5281
Si	2.8023	1.2479	6.5923
Si	2.753	5.271	6.5873
Si	2.7473	8.9768	6.9605
Si	6.6387	1.33	6.5737
Si	6.5727	5.2555	6.6038
Si	6.6467	9.0019	6.9559
Si	10.4817	1.3101	6.4914
Si	10.4571	5.3225	6.6374
Si	10.4834	8.9676	6.9902
Si	2.8511	3.2582	7.7472
Si	2.678	6.9237	8.2707
Si	2.8173	11.1004	8.2158
Si	6.5894	3.2794	7.838
Si	6.5539	6.9242	8.2364
Si	6.6749	11.1665	8.1043
Si	10.4419	3.2778	7.6904
Si	10.4326	6.943	8.4187
Si	10.5072	11.1685	8.0541
Si	12.4291	3.2321	8.8229
Si	12.3933	6.2453	9.6704
Si	12.4076	11.768	9.3547
Si	4.6984	3.2838	9.2165
Si	4.5908	6.5153	9.5776
Si	4.8306	11.6297	9.4852
Si	8.5686	3.222	9.0689
Si	8.4127	6.2802	9.6013
Si	8.6234	11.7226	9.4038
Si	3.9744	4.2101	18.9851
Si	4.5582	8.4675	17.5064
Si	3.0535	6.0528	16.5787
Si	7.7383	2.9789	15.8913
Si	4.8894	9.1	11.5658
Si	6.8043	5.8223	14.6229
Si	0.2121	6.6479	15.5556
Si	3.552	1.7594	17.0303
Si	7.6766	7.7862	12.4114
Si	8.5918	10.3139	16.9441
Si	-0.4157	8.845	17.4465
Si	0.7321	2.1918	18.0792
Si	-4.3798	7.4231	17.3808
Si	12.045	2.8959	13.5167
Si	-2.0186	6.7288	19.193
Si	-1.7331	1.7426	19.3995
Si	7.202	1.2821	18.3459
Si	7.5537	0.2293	14.5756
Si	3.1077	10.9387	13.4524
Si	3.4928	2.2314	13.9723
Si	0.2599	-0.0041	12.4053
Si	2.0936	9.6843	19.0788
Si	8.9609	10.5084	12.3244
Si	4.7832	10.9972	15.9425
Si	3.9699	5.043	13.8041
Si	1.197	5.8147	12.6903
Si	10.7098	3.8804	16.159
O	8.497	-0.1164	-0.5169
O	4.7789	11.0103	-0.5752
O	1.3731	7.3968	-0.9342
O	0.7943	4.8379	-1.3995
O	3.4627	10.7026	15.0306
O	-0.729	1.4642	18.1243
O	3.7443	9.6904	12.6097
O	1.4827	11.0109	13.3363
O	-0.3415	8.1287	15.9627
O	8.7778	10.7234	10.7201
O	3.5538	5.3997	17.9617
O	3.7705	7.5051	16.4458
O	0.2582	3.6123	17.3298
O	5.3908	4.5322	19.7467
O	5.431	8.6389	-1.3608
O	4.864	4.1965	-1.8858
O	8.6447	2.8822	-0.6694
O	0.6418	6.6641	13.9837
O	0.8521	6.6269	11.3182
O	4.006	2.1592	15.5138
O	4.271	3.5026	13.3122
O	6.2365	8.5891	12.3615
O	4.6546	4.8284	10.0482
O	4.3309	0.3309	17.2141
O	8.6069	1.7517	9.9215
O	5.1462	10.4202	10.6065
O	4.4101	7.7614	10.7233
O	4.0725	2.8197	18.138
O	2.8363	5.7012	12.8391
O	5.2692	9.6119	16.5966
O	11.0538	3.034	14.8008
O	-3.3367	6.522	18.2437
O	0.0357	1.6168	12.5991
O	7.7844	-0.1561	17.7966
O	5.9981	-0.0151	15.0273
O	9.1766	3.4468	16.53
O	1.5582	8.9036	20.3823
O	8.78	8.9416	12.7377
O	-1.4496	10.1067	17.3769
O	7.1305	4.2709	15.0648
O	-4.7937	6.6637	16.0069
O	3.7217	0.8509	13.1109
O	12.4307	4.5757	9.8079
O	4.7407	1.6946	9.9546
O	12.4565	1.8153	9.7108
O	-0.8988	7.6704	18.4788
O	8.5505	-0.7647	15.4031
O	3.9471	6.6021	-1.8198
O	3.413	5.0558	15.3433
O	0.5032	4.3196	12.7176
O	0.1999	0.3445	-0.8343
O	6.7765	2.2788	17.0626
O	1.9227	1.5808	17.1234
O	10.6841	5.4879	15.828
O	8.3737	2.2038	18.9896
O	3.5449	9.0981	18.6057
O	5.3725	5.8584	13.8255
O	8.0749	7.0973	10.9975
O	8.5396	4.6314	10.0212
O	-1.1425	10.905	12.8453
O	12.2325	11.1558	10.8864
O	1.4534	6.3035	16.5525
O	0.8393	2.7965	-0.1625
O	7.8052	-0.1509	13.0206
O	-1.4338	5.2636	19.6112
O	7.9429	1.8011	14.7746
O	1.9225	2.5696	14.0966
O	1.0277	9.4651	17.8618
O	5.8135	7.672	18.1828
O	8.8054	5.4303	-1.8927
O	7.9237	8.8446	17.0589
O	7.7817	6.6146	13.5732

Results
free energy: -103891.123 eV
free energy less fixed offsets of O -569.03, Si -635.61 eV per atom: 4.427 eV
pressure: -0.98 GPa
stress xx, yy, zz, yz, xz, xy (GPa, positive in tension): -0.31, 2.61, 0.66, 0.17, -0.05, -0.65

Forces (eV/angstrom), in the order of the atoms: element, x, y, z
Si	-0.013	0.1998	-0.3811
Si	-0.0199	-0.3216	-0.4567
Si	0.0322	-0.2406	0.0957
Si	-0.0935	-0.0156	-0.5239
Si	-0.1855	-0.1574	0.0711
Si	0.2517	0.0878	-0.2217
Si	0.009	-0.0138	-0.4086
Si	0.0446	-0.0576	-0.4219
Si	0.0326	0.1571	-0.1969
Si	-0.03	0.0426	-0.1886
Si	-0.0087	0.1912	-0.0792
Si	0.0692	0.0912	-0.2712
Si	-0.1045	-0.1945	-0.1144
Si	0.0613	-0.0869	0.0235
Si	-0.0094	0.0462	-0.3106
Si	0.0158	0.0258	-0.1556
Si	0.0124	-0.0566	-0.1873
Si	-0.1278	0.2189	-0.153
Si	0.0274	0.1681	0.1073
Si	-0.0913	-0.1852	0.0193
Si	0.0578	-0.2442	0.1827
Si	-0.0925	0.2347	-0.122
Si	-0.1021	-0.0233	-0.04
Si	0.0054	-0.0297	0.1606
Si	-0.0278	0.1215	0.2589
Si	0.0932	-0.0247	-0.0206
Si	-0.1009	-0.2746	0.0621
Si	-0.0199	0.1705	-0.1458
Si	0.0604	0.0724	-0.0714
Si	-0.0285	-0.0079	0.0646
Si	-0.0772	0.0326	-0.0425
Si	0.0324	-0.0641	-0.0123
Si	0.0746	0.0382	-0.0384
Si	0.1466	0.106	-0.0962
Si	-0.016	-0.037	-0.017
Si	-0.0554	-0.0933	-0.0261
Si	0.0712	-0.1281	0.004
Si	0.0007	0.0106	0.0522
Si	-0.0436	-0.0251	-0.0234
Si	0.0114	-0.1246	0.114
Si	-0.0138	0.0263	0.0159
Si	-0.0026	-0.0108	-0.0433
Si	0.0424	-0.1105	0.0974
Si	-0.0269	0.0555	0.0327
Si	-0.0783	0.0755	-0.0777
Si	0.0454	-0.0286	-0.1597
Si	0.0129	0.1414	-0.2215
Si	0.0528	0.0211	0.1382
Si	-0.0468	-0.2339	-0.2209
Si	-0.0499	0.1392	-0.2137
Si	-0.0297	-0.0812	0.2138
Si	-0.0376	0.0798	-0.3675
Si	0.0569	0.1401	-0.2871
Si	0.0546	-0.0324	0.0941
Si	0.0748	0.0473	0.0996
Si	-0.1077	-0.0466	0.1349
Si	0.0126	0.0667	0.1416
Si	0.1584	0.0312	0.1783
Si	-0.0052	0.0037	0.238
Si	0.2187	0.0999	0.1173
Si	-0.034	-0.1	0.1253
Si	-0.0359	-0.056	0.0895
Si	-0.0761	-0.021	0.1286
Si	0.0694	-0.0456	0.8586
Si	0.1005	-0.308	0.573
Si	0.0262	0.346	0.5827
Si	-0.1145	-0.0242	0.3585
Si	0.0895	-0.2203	0.0229
Si	-0.1201	0.2174	-0.1106
Si	-0.059	0.0297	0.6807
Si	-0.1478	-0.1327	0.3165
Si	0.0368	0.0748	0.3302
Si	-0.1315	0.1349	-0.1995
Si	0.0687	-0.0409	-0.4903
Si	-0.1594	0.0787	-0.3628
Si	0.1045	0.0509	-0.2809
Si	-0.0979	0.0967	0.27
Si	-0.034	-0.0978	0.1257
Si	-0.0444	0.0195	-0.0231
Si	0.0295	-0.1416	-0.5086
Si	0.16	-0.069	0.4624
Si	0.0889	-0.1313	-0.2721
Si	-0.3052	-0.0168	-0.5218
Si	0.1909	0.1034	-0.751
Si	-0.0888	0.1929	-0.3769
Si	0.236	-0.0795	0.2481
Si	0.0202	0.2596	-0.2728
Si	-0.1642	-0.1604	-0.2908
Si	0.1207	-0.1268	-0.5182
Si	-0.0596	0.0609	0.2271
Si	-0.0107	0.2083	0.4413
Si	-0.0551	-0.0137	0.0812
Si	-0.0029	0.1521	0.5701
Si	0.0427	-0.1967	-0.3482
Si	0.0499	0.1704	0.4748
Si	0.0337	0.0005	-0.2291
Si	0.0413	-0.095	0.2212
Si	0.0592	-0.203	0.5927
Si	-0.055	0.0549	-0.2768
O	0.1413	-0.1118	0.0565
O	-0.1143	0.1041	0.5511
O	0.0073	0.1486	0.0739
O	0.0867	0.1842	0.1067
O	-0.0171	-0.0003	-0.1297
O	-0.1189	0.0221	0.278
O	0.247	-0.2493	-0.3395
O	-0.1063	0.026	-0.2159
O	0.0287	0.0451	0.1696
O	-0.065	0.231	-0.3289
O	0.1427	-0.188	0.3174
O	0.0379	0.0323	0.1608
O	0.0766	-0.1629	0.2793
O	0.2343	0.166	0.3287
O	-0.2681	-0.0606	0.2037
O	0.0075	0.13	0.1295
O	-0.1307	0.0448	0.3877
O	0.034	-0.0564	-0.2568
O	-0.0776	0.1414	-0.7631
O	-0.0202	-0.0379	0.159
O	-0.0614	0.0805	-0.1128
O	-0.2077	0.0613	-0.1925
O	0.0019	0.0974	-0.393
O	-0.0151	0.1286	0.1898
O	-0.0151	-0.2454	-0.4916
O	-0.08	0.1341	0.0125
O	0.0511	-0.3248	-0.1192
O	0.0318	0.1173	0.2803
O	-0.105	0.0903	-0.223
O	-0.0284	-0.133	0.1618
O	0.079	0.0138	-0.0462
O	0.1557	-0.0647	0.3031
O	-0.0261	-0.0866	-0.206
O	-0.0586	0.2614	0.2484
O	0.0506	-0.0179	-0.0525
O	-0.0104	-0.039	0.1561
O	0.0601	0.0183	0.2202
O	-0.0411	-0.0825	-0.1691
O	0.0357	-0.0347	0.1739
O	0.0232	-0.0366	0.0676
O	0.0463	0.0672	0.1121
O	-0.0197	-0.1212	-0.1371
O	-0.0431	0.3678	-0.2691
O	0.0003	-0.0559	-0.2375
O	-0.0286	-0.3089	-0.4591
O	-0.0533	-0.1119	0.2176
O	-0.0295	0.0135	0.076
O	0.2074	-0.2828	0.6265
O	0.0203	0.0172	0.0355
O	0.0118	0.1284	-0.1844
O	-0.0224	0.0816	0.1516
O	0.0377	-0.1227	0.3279
O	-0.1705	0.0935	0.2402
O	0.0532	-0.0704	0.0766
O	0.019	0.0885	0.0978
O	-0.092	0.1099	0.2508
O	-0.0582	0.0095	-0.0881
O	0.1454	-0.2459	-0.3394
O	0.0032	0.2706	-0.5226
O	-0.0691	-0.0407	-0.2156
O	0.0904	-0.0823	-0.5825
O	0.1084	-0.0602	0.0925
O	0.021	0.3392	0.405
O	0.0816	-0.1211	-0.2706
O	-0.0162	-0.1932	0.2484
O	-0.0362	-0.0415	0.0545
O	-0.1268	0.0865	-0.0719
O	0.199	0.0857	0.2957
O	-0.0161	0.0085	0.2396
O	-0.1921	-0.3747	0.6777
O	-0.001	-0.0397	0.1082
O	-0.002	0.1956	-0.28

The program warned: the cutoff lies below the one the program advises for these potential files.
